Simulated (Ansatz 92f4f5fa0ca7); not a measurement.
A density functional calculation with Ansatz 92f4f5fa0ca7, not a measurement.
Periodic cell of 226 atoms, Si133O91H2, from a study of silicon, its oxide and their interface. The atomic structure is a simulated model.

Settings
functional: PBE
potential files: Ansatz PAW
basis: plane waves
wave-function cutoff: 700 eV
density cutoff ratio: 5
exchange-correlation grid ratio: 1
k mesh: 2 x 2 x 1, shifted by 0.5 0.5 0.5 of a step
self-consistency stop: 5e-08 eV per atom in the density residual
occupations: fixed
spin: none
net charge: 0

Cell vectors (angstrom)
a 10.938 0 0
b 0 10.938 0
c 0 0 32.8205

Atoms and the computed forces on them: element, x, y, z (angstrom), force x, y, z (eV/angstrom)
Si 0.3837 -0.1293 25.1848 0.0092 0.0081 -0.0179
Si 5.3199 0.1549 25.3048 -0.0142 0.0098 -0.0399
Si 3.1462 2.4485 25.4671 0.008 -0.0042 -0.0316
Si 8.1118 3.1008 25.3586 0.0104 0.0261 -0.0244
Si -0.0922 5.6653 25.6991 -0.015 -0.0076 -0.0383
Si 5.7237 5.179 25.2965 -0.0069 -0.0193 -0.0138
Si 2.5072 8.4175 25.207 -0.0185 -0.0103 -0.0218
Si 8.6335 7.8493 25.3216 0.0196 -0.0289 -0.0541
Si 1.4587 1.3394 26.6832 -0.0141 0.0044 0.0153
Si 6.9432 1.3677 26.5522 -0.0069 0.005 0.0042
Si 4.2257 4.0759 26.7454 -0.0151 0.0061 0.0089
Si 9.5658 4.1288 26.8705 0.0059 -0.0119 -0.0075
Si 1.4643 6.9558 26.7825 0.0115 0.0058 0.0067
Si 6.8802 6.8315 26.5739 -0.0241 -0.0258 0.005
Si 4.1218 9.5314 26.5928 -0.0239 -0.028 0.0091
Si 9.6759 9.6128 26.5229 0.0089 0.0132 -0.0012
Si 2.7793 -0.0536 28.0452 0.007 -0.0114 -0.0059
Si 8.2546 -0.022 27.9589 -0.0006 -0.0009 0.0257
Si 0.0389 2.6841 28.0542 0.0087 -0.0117 -0.0082
Si 5.5602 2.665 28.051 0.0106 -0.0138 -0.0089
Si 2.7853 5.4567 28.0427 0.0043 0.0011 -0.0097
Si 8.1589 5.5109 28.0962 -0.0173 0.0149 -0.0057
Si -0.002 8.2615 28.0551 -0.0131 0.0134 -0.0043
Si 5.4885 8.1757 27.978 0.0036 0.0017 0.021
Si 4.1018 1.3673 29.4022 0.2455 -0.1956 0.0083
Si 9.5708 1.3673 29.4022 0.0489 -0.3203 -0.104
Si 1.3673 4.1018 29.4022 0.1467 -0.0151 -0.0954
Si 6.8362 4.1018 29.4022 -0.0341 -0.1055 0.3884
Si 4.1018 6.8362 29.4022 0.3282 -0.0008 -0.035
Si 9.5708 6.8362 29.4022 -0.0141 0.3679 0.1485
Si 1.3673 9.5708 29.4022 0.0543 0.1738 0.3499
Si 6.8362 9.5708 29.4022 0.1184 -0.012 -0.5817
Si 0 0 30.7695 0.0355 0.0337 0.0303
Si 5.469 0 30.7695 -0.0457 0.065 -0.019
Si 2.7345 2.7345 30.7695 0.0211 0.0711 -0.0154
Si 8.2035 2.7345 30.7695 0.0213 0.1049 -0.0237
Si 0 5.469 30.7695 0.0105 0.0183 -0.0464
Si 5.469 5.469 30.7695 -0.0565 -0.0263 0.0244
Si 2.7345 8.2035 30.7695 -0.0446 0.0264 -0.0352
Si 8.2035 8.2035 30.7695 0.0758 0.0178 0.0174
Si 1.3673 1.3673 32.1367 -0.0488 -0.0273 0.0011
Si 6.8362 1.3673 32.1367 -0.0057 -0.0413 -0.0079
Si 4.1018 4.1018 32.1367 0.0216 0.0048 0.0133
Si 9.5708 4.1018 32.1367 0.0121 -0.0609 0.0022
Si 1.3673 6.8362 32.1367 0.0327 -0.0081 -0.0077
Si 6.8362 6.8362 32.1367 0.0164 -0.0259 0.0043
Si 4.1018 9.5708 32.1367 0.0589 -0.0457 -0.0074
Si 9.5708 9.5708 32.1367 0.0024 0.0054 0.0134
Si 2.7345 0 0.6835 -0.0161 0.0317 0.0008
Si 8.2035 0 0.6835 0.017 0.027 0.0138
Si 0 2.7345 0.6835 0.0159 0.0627 0.0014
Si 5.469 2.7345 0.6835 0.0308 0.0067 -0.019
Si 2.7345 5.469 0.6835 -0.0447 0.0069 0.0158
Si 8.2035 5.469 0.6835 -0.0006 0.0267 0.0092
Si 0 8.2035 0.6835 0.004 -0.0089 -0.0193
Si 5.469 8.2035 0.6835 -0.103 0.0534 -0.0104
Si 4.1018 1.3673 2.0507 0.0416 -0.005 -0.004
Si 9.5708 1.3673 2.0507 0.0393 -0.0177 0.0339
Si 1.3673 4.1018 2.0507 -0.0198 -0.077 0.0378
Si 6.8362 4.1018 2.0507 -0.1156 -0.0932 -0.0244
Si 4.1018 6.8362 2.0507 0.1101 0.0128 0.0144
Si 9.5708 6.8362 2.0507 0.0141 0.0111 -0.012
Si 1.3673 9.5708 2.0507 -0.0748 -0.0696 -0.0254
Si 6.8362 9.5708 2.0507 -0.0089 -0.0808 0.0272
Si 0 0 3.418 -0.0581 -0.1322 -0.3171
Si 5.469 0 3.418 -0.1104 0.239 0.1497
Si 2.7345 2.7345 3.418 0.0134 0.1535 -0.012
Si 8.2035 2.7345 3.418 -0.126 0.1137 0.2077
Si 0 5.469 3.418 -0.235 -0.0238 0.2894
Si 5.469 5.469 3.418 -0.0592 -0.0597 -0.4366
Si 2.7345 8.2035 3.418 -0.2168 0.0498 0.1069
Si 8.2035 8.2035 3.418 -0.1286 -0.2101 -0.236
Si 1.3617 1.3495 4.7478 -0.0047 0.0097 0.0146
Si 6.7825 1.4278 4.8153 -0.0021 0.0009 -0.0007
Si 4.0505 4.1904 4.7746 0.0093 -0.0032 0.0064
Si 9.5237 4.1189 4.8345 -0.0146 0.01 -0.0077
Si 1.3196 6.863 4.8047 0.0064 -0.0044 -0.0093
Si 6.8607 6.7653 4.7568 0.003 -0.005 0.0092
Si 4.078 9.5899 4.7804 -0.0151 0.0112 0.0043
Si 9.5123 9.6013 4.7434 -0.0002 -0.0021 0.0101
Si 2.7055 0.0112 6.1739 0.0024 0.0109 -0.021
Si 8.0995 -0.0314 6.1283 0.016 -0.0116 -0.0102
Si -0.076 2.6461 6.0959 0.0015 0.0075 0.0136
Si 5.4253 2.8816 6.1645 0.032 -0.0001 -0.0089
Si 2.6437 5.4974 6.209 0.0273 -0.0006 -0.0053
Si 8.1192 5.4284 6.3005 -0.0028 0.0005 -0.0373
Si -0.126 8.2049 6.1217 0.0005 -0.0277 0.0103
Si 5.4132 8.0984 6.0079 -0.0024 0.0165 0.0066
Si 3.8171 1.731 7.3758 0.0052 0.0251 0.0344
Si 9.6867 1.0725 7.4417 0.0197 -0.0073 0.021
Si 1.4757 3.801 7.3893 -0.0024 -0.0207 0.0186
Si 6.4279 4.4296 7.7296 -0.0385 0.0099 0.0555
Si 4.2201 6.7255 7.5012 0.02 0.0152 0.0203
Si 9.2416 7.0845 7.5386 0.0041 0.0251 0.0373
Si 1.0141 9.8109 7.3739 -0.0137 0.0058 0.0409
Si 6.9263 9.2388 7.3271 -0.0013 -0.0131 0.0227
O 9.7548 6.6835 25.0077 0.0029 0.0097 -0.0225
O 4.2075 1.3099 24.9329 0.0287 -0.0223 -0.0272
O 8.0885 8.2164 7.9563 0.007 -0.0136 0.0246
O 2.6444 2.7585 7.9496 -0.0082 0.0002 0.0329
O 6.9116 4.1173 24.8062 0.0103 0.0017 -0.0293
O 1.4316 9.5958 24.7 0.0066 -0.0005 -0.0259
O 5.3142 5.6132 8.0338 0.0022 -0.0077 0.0229
O -0.085 -0.0083 7.8881 -0.0137 0.0045 0.0341
O 6.7978 3.9287 9.2714 0.0067 0.0173 -0.0205
O 5.8909 9.8104 8.4808 0.0124 0.0129 0.0075
O 9.8659 6.4258 8.9413 0.0043 -0.0019 -0.0074
O 1.5327 9.1125 8.7562 0.007 -0.0068 -0.0115
O 4.7434 1.2966 8.6721 -0.0164 -0.0271 0.0039
O 0.5829 4.3265 8.6691 0.0172 0.0237 0.0063
O 8.9279 1.5986 8.8176 0.0185 -0.0026 0.0123
O 3.7055 7.5699 8.8396 -0.0047 -0.0117 -0.017
O 8.1984 8.2418 23.7928 0.0107 0.0057 0.0105
O 9.1078 2.7351 24.1045 -0.0117 -0.0142 0.0085
O 4.8791 5.6779 23.9691 0.0001 0.006 0.0053
O 2.6686 3.0969 24.0496 -0.0182 0.0139 0.0069
O 10.8688 0.7784 23.8638 -0.0048 -0.0005 0.0097
O 0.7644 4.9323 24.5315 0.0034 0.001 0.0003
O 3.0549 7.6082 23.8618 -0.0009 0 0.0169
O 5.7754 10.3674 23.8906 0.0018 0.0218 -0.0106
Si 6.197 -0.4345 22.3186 -0.0031 -0.0007 0.0023
Si 4.3995 10.2312 19.8608 0.0016 0.0113 -0.0069
Si 2.5815 14.0923 16.3373 0.0038 -0.0016 0.0043
Si 12.7524 5.7881 16.5217 0.0034 -0.0025 0.004
Si 5.1705 -0.0488 9.4536 -0.0127 0.0031 -0.0075
Si 6.6823 8.3278 15.9478 -0.0024 -0.0015 0.0014
Si 2.9278 5.03 14.0652 -0.0002 0.0042 0.0038
Si -3.2492 4.2997 16.009 0.001 -0.0023 0.0037
Si 17.107 10.9574 17.3239 0.0014 0.0039 -0.0005
Si 6.7148 6.1346 18.1211 -0.0044 -0.014 -0.0155
Si 7.3161 4.2104 10.8086 0.0002 -0.0051 0.0067
Si 1.4754 10.2406 19.3509 0.0036 0.0061 -0.0088
Si 11.5803 4.4488 12.4182 -0.0042 0.0006 -0.0058
Si 8.7142 12.3401 16.5536 -0.0002 0.0036 0.0053
Si 5.6648 3.7482 13.5469 0.0016 -0.0034 0.0038
Si 9.2091 8.0883 14.0646 0.0048 -0.0013 -0.0001
Si -0.7976 10.9642 14.3353 0.0012 -0.0006 0.0016
Si 7.3665 10.3011 11.3822 -0.0058 0.0073 0.0013
Si 9.6856 10.1235 20.3258 0.0019 0.0036 -0.0037
Si 8.3772 8.4819 22.2107 -0.0069 -0.0034 0.0034
Si -0.6707 2.1289 23.1223 0.0026 0.007 -0.006
Si 5.5328 8.9688 13.195 -0.0022 -0.0031 0.0065
Si 8.1225 12.3966 21.0214 -0.0006 0.0143 0.0045
Si 0.6199 11.6367 16.8186 0.0004 0.0017 -0.0002
Si 11.135 5.6108 9.5889 0.0088 0.0006 -0.006
Si 4.2831 7.0156 20.0406 0.0081 -0.0011 0.0043
Si 3.7035 6.3328 23.0339 -0.0021 -0.0101 -0.0103
Si -0.7059 5.547 14.9012 -0.0016 0.0004 0.0052
Si 1.3884 7.1209 19.1293 0.0011 -0.0014 -0.0076
Si 3.0473 9.97 11.536 -0.0045 -0.0024 -0.0088
Si -1.6226 7.2329 19.7323 -0.0082 -0.0018 -0.0014
Si 2.3006 7.9626 9.5959 -0.0085 -0.0051 -0.0021
Si 1.607 4.1353 23.4169 -0.0094 0.0077 0.0145
Si 4.478 12.4069 15.1869 0.0022 -0.0049 0.0058
Si 11.6974 12.3325 11.9853 0.0081 0.0022 -0.0053
Si 7.3724 7.3544 11.6476 -0.0008 0.0007 0.0018
Si 9.1979 1.6874 10.431 0.0093 -0.0017 -0.0156
O 7.498 5.8739 10.9249 -0.0034 -0.0086 -0.002
O 6.6634 4.1465 14.7618 -0.002 -0.0074 -0.0035
O 10.8251 6.5421 19.5639 -0.0023 0.0225 -0.0128
O 2.8852 10.831 19.8676 -0.0032 -0.0237 -0.0117
O 7.6579 8.7685 10.7896 -0.0026 -0.0003 0.0266
O -2.461 0.2272 19.9947 0.0136 -0.0013 0.029
O 2.3611 8.539 11.1359 0.0029 0.0055 0.0018
O 4.454 4.8501 13.5532 -0.0083 -0.0216 0.0078
O 15.0159 2.5075 16.4044 -0.0249 -0.0011 -0.0195
O 6.9563 4.6423 17.4475 0.016 0.0022 -0.0119
O 5.5547 8.5818 14.7778 0.0263 -0.0002 -0.0111
O 0.4157 10.8425 15.4116 -0.0334 0.0141 0.0036
O 8.1645 8.2862 15.289 -0.011 -0.0007 -0.0166
O 8.5935 13.9135 16.2175 -0.0083 -0.0053 -0.0058
O 7.4316 11.9773 17.4922 -0.0056 -0.0074 -0.0079
O 8.4999 7.3305 12.8164 -0.015 0.0247 0.006
O 5.8651 7.6125 12.2949 0.0242 0.0324 0.0167
O 9.4825 -2.1131 19.3336 -0.0057 -0.0089 0.0387
O 2.5196 15.4381 17.2739 -0.0094 0.0009 -0.0348
O -4.623 6.9856 16.7795 0.0106 0.0102 0.0077
O 12.3047 10.5715 17.7703 -0.0128 0.0117 0.0245
O -2.7776 6.5723 18.7807 -0.0018 0.0036 0.0246
O 12.3828 8.6507 19.6236 0.0022 0.0068 -0.0089
O 6.3275 3.7875 12.0511 0.004 0.0064 0.0063
O 11.2961 5.2089 16.0691 0.0022 0.0234 -0.0174
O 0.4951 3.2009 22.6658 -0.0014 -0.0091 0.02
O 13.7033 6.4363 19.7174 0.0107 0.0048 0.002
O -8.9302 11.2116 11.9534 -0.0029 0.0025 -0.0039
O 2.7395 6.1987 15.2165 -0.0183 -0.0366 0.0046
O 16.4163 11.3606 15.9072 -0.0099 0.0082 0.0027
O 8.5974 3.1443 10.9502 -0.0162 -0.0157 0.0004
O 10.6701 11.9785 13.189 0.0078 -0.0095 -0.0034
O -1.3817 9.5844 21.8815 -0.0234 -0.0067 -0.0277
O 5.4773 6.2166 19.2103 -0.0009 0.0266 -0.0008
O -6.0158 10.6633 21.3338 0.0233 -0.0098 -0.0003
O 1.2565 13.8715 12.2191 -0.0155 0.0079 -0.0005
O 10.8209 1.5025 10.6114 -0.01 -0.0063 0.0143
O 1.4337 13.0364 16.7429 0.012 -0.0046 0
O 8.8104 11.5343 15.1175 0.0308 0.0038 0.0143
O 5.1379 13.1681 13.8859 -0.0072 0.0164 0.0202
O 3.8066 10.361 10.1536 0.0176 0.0089 0.0269
O 6.2309 0.2579 10.6235 -0.0127 -0.009 -0.0029
O 6.9406 9.1412 21.7812 0.0209 0.0196 0.0157
O -2.1992 5.4445 15.5275 0.0118 -0.0118 0.0033
O 9.5434 1.8268 21.7139 -0.033 -0.0114 0.0077
O 4.4411 6.8285 21.6616 -0.0148 -0.0016 -0.0051
O 5.2372 10.9781 18.6593 -0.0038 -0.0206 0.0148
O 8.6289 0.3809 11.2713 -0.008 0.0002 -0.0044
O 0.1947 10.8519 20.144 -0.0059 -0.0205 -0.012
O 6.7627 10.0416 12.8958 -0.0159 -0.0348 -0.0176
O 8.7521 7.1648 21.2926 0.0061 0.0282 -0.0172
O -0.865 1.0943 17.3972 0.0006 -0.0099 -0.0241
O 4.4265 8.605 19.6422 0.0012 0.0013 0.0183
O 10.845 5.0555 11.0896 0.0247 -0.0031 0.0073
O 10.4438 7.1186 14.4929 -0.0216 -0.0095 -0.0006
O 7.4598 2.7265 20.2539 0.0182 -0.0417 -0.0087
O 4.1016 9.6612 12.7594 0.0125 -0.0099 -0.0184
O 1.9524 5.36 12.7977 -0.008 -0.0218 0.0227
O 1.4779 6.5824 9.645 -0.0176 0.0106 0.005
O 6.7195 9.4583 17.1054 -0.0017 0.0137 -0.0076
O 7.1316 11.8355 22.2031 0.0073 -0.0141 -0.0319
O 2.5139 5.2548 22.6242 0.0192 0.0181 0.0209
O -1.1204 9.5343 13.6324 -0.0118 -0.0009 0.017
O 13.3362 14.5736 14.7675 0.0248 0.0243 0.0141
O 1.5752 7.0464 17.5052 -0.0028 -0.0199 0.0148
O 10.4654 4.5436 13.6226 0.0217 0.0179 0.0098
H 7.2929 2.6308 19.3023 0.0039 0.0058 0.0266
O 3.1315 11.6135 14.7484 0.0217 0.0152 -0.0345
H 2.907 11.5135 13.811 0.0077 0.0029 0.044

Results
free energy: -136353.284 eV
free energy less fixed offsets of H -17.10, O -569.03, Si -635.61 eV per atom: -1.224 eV

The program warned: the cutoff lies below the one the program advises for these potential files; the exchange-correlation potential is rough where the density is thin.
